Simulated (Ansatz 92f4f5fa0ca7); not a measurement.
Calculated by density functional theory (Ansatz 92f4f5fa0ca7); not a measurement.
Periodic cell of 223 atoms, Si132O90B1, from a study of silicon, its oxide and their interface. The atomic structure is a simulated model.
Doubt: the cutoff is far below the 930 eV that the study's wrapper takes by default for these files, so forces and energies are approximate.
This geometry differs little from another in the collection (a relaxation step or a small displacement).

Settings: functional PBE; potential files Ansatz PAW; basis plane waves; wave-function cutoff 580 eV; density cutoff ratio 5; exchange-correlation grid ratio 1; k mesh 1 x 1 x 1, Gamma-centred; self-consistency stop 5e-08 eV per atom in the density residual; occupations fixed; spin none; net charge -1 e, with a uniform compensating background and no finite-size correction.

Cell vectors (angstrom)
a, 10.938, 0, 0
b, 0, 10.938, 0
c, 0, 0, 32.1988

Atoms: element, x, y, z (angstrom)
Si, 10.6087, 0.1711, 24.7244
Si, 5.7493, 10.7054, 24.734
Si, 2.4857, 2.9531, 24.6187
Si, 8.4499, 2.4575, 24.7943
Si, 0.284, 5.2165, 24.7287
Si, 5.0959, 5.82, 24.6466
Si, 2.8407, 8.0932, 24.4739
Si, 7.9649, 8.4681, 24.6837
Si, 1.3221, 1.3705, 25.9473
Si, 6.8654, 1.3246, 26.1141
Si, 4.0364, 4.152, 25.971
Si, 9.6166, 4.0759, 26.0415
Si, 1.4053, 6.871, 25.9746
Si, 6.7584, 6.887, 25.9662
Si, 4.0798, 9.5444, 25.9334
Si, 9.4752, 9.603, 26.1147
Si, 2.7268, 0.0115, 27.2886
Si, 8.1693, -0.0136, 27.5444
Si, 0.0204, 2.7136, 27.4277
Si, 5.4421, 2.7708, 27.3315
Si, 2.7158, 5.4996, 27.4094
Si, 8.1723, 5.4861, 27.2993
Si, -0.0156, 8.2005, 27.3415
Si, 5.4295, 8.2259, 27.3976
Si, 4.0743, 1.381, 28.7006
Si, 9.5884, 1.3707, 28.8176
Si, 1.361, 4.1127, 28.7757
Si, 6.8301, 4.1225, 28.7091
Si, 4.1026, 6.8402, 28.7753
Si, 9.5431, 6.8358, 28.708
Si, 1.3672, 9.5853, 28.6959
Si, 6.7769, 9.5544, 28.8318
Si, 0.0272, -0.012, 30.137
Si, 5.4199, 0.0272, 30.1315
Si, 2.7369, 2.7381, 30.1223
Si, 8.1943, 2.7632, 30.113
Si, -0.0319, 5.4765, 30.1055
Si, 5.4832, 5.4729, 30.1267
Si, 2.721, 8.228, 30.0989
Si, 8.1981, 8.1852, 30.1351
Si, 1.3818, 1.366, 31.5109
Si, 6.8254, 1.3884, 31.4703
Si, 4.1136, 4.1006, 31.4916
Si, 9.5614, 4.1121, 31.4985
Si, 1.3505, 6.8535, 31.4511
Si, 6.8469, 6.8249, 31.5222
Si, 4.0746, 9.5826, 31.502
Si, 9.5794, 9.5607, 31.4923
Si, 2.7381, 0.0031, 0.7029
Si, 8.1963, 0.0133, 0.6334
Si, -0.0034, 2.7396, 0.6689
Si, 5.4829, 2.7376, 0.6738
Si, 2.7291, 5.4994, 0.6235
Si, 8.2155, 5.4587, 0.701
Si, 0.0114, 8.1924, 0.6652
Si, 5.4657, 8.2179, 0.6675
Si, 4.1342, 1.3684, 2.0545
Si, 9.559, 1.3554, 2.029
Si, 1.3782, 4.1389, 2.0033
Si, 6.8496, 4.0836, 2.064
Si, 4.0991, 6.8357, 2.0289
Si, 9.5899, 6.839, 2.0501
Si, 1.3773, 9.5448, 2.0492
Si, 6.834, 9.6053, 2.0262
Si, -0.0143, -0.0329, 3.376
Si, 5.4977, 0.0136, 3.4653
Si, 2.7735, 2.7944, 3.3487
Si, 8.1956, 2.6913, 3.4453
Si, 0.0303, 5.4779, 3.4246
Si, 5.474, 5.4701, 3.3955
Si, 2.771, 8.2056, 3.4406
Si, 8.2063, 8.2331, 3.3662
Si, 1.3912, 1.3926, 4.6169
Si, 6.85, 1.3477, 4.9073
Si, 4.1545, 4.0884, 4.7979
Si, 9.5809, 4.0832, 4.7532
Si, 1.4186, 6.8307, 4.8144
Si, 6.8253, 6.8895, 4.7194
Si, 4.1407, 9.5758, 4.8393
Si, 9.5535, 9.5527, 4.7858
Si, 2.7451, 0.1095, 6.0502
Si, 8.206, -0.0641, 6.2703
Si, 0.0296, 2.6708, 6.0367
Si, 5.4774, 2.7266, 6.2884
Si, 2.8162, 5.477, 6.1803
Si, 8.1727, 5.4777, 6.0353
Si, 0.0132, 8.1857, 6.1468
Si, 5.5325, 8.2206, 6.2334
Si, 3.8381, 1.5683, 7.5968
Si, 9.8395, 1.1402, 7.4505
Si, 1.6316, 3.7953, 7.3078
Si, 6.6532, 4.4137, 7.4843
Si, 4.4075, 6.6317, 7.5469
Si, 9.371, 6.9428, 7.4002
Si, 1.1412, 9.9163, 7.2902
Si, 7.1656, 9.2222, 7.6781
O, 8.3239, 8.0865, 7.9191
O, 2.721, 2.7338, 7.9512
O, 9.5328, 1.3479, 24.2134
O, 3.9876, 6.9197, 24.0703
O, 0.0308, 0.0258, 7.9554
O, 5.5287, 5.5092, 8.0393
O, 6.8579, 9.6018, 24.176
O, 1.3738, 4.0958, 24.1529
O, 3.859, 7.3877, 8.9355
O, 0.8166, 4.3619, 8.6064
O, 9.817, 6.1608, 8.7941
O, 2.1052, 9.3791, 8.5056
O, 7.5059, 3.92, 8.8134
O, 4.2649, 0.9171, 9.0683
O, 6.7456, 9.5411, 9.2403
O, 9.2105, 1.8555, 8.8005
O, 7.6812, 3.1731, 23.5349
O, 10.5207, 5.9161, 23.4374
O, 5.1414, 0.5251, 23.4153
O, 5.8149, 5.1168, 23.3447
O, 3.1495, 2.2897, 23.2526
O, 2.1615, 8.831, 23.2036
O, 8.653, 7.8017, 23.353
O, 0.1612, 10.1885, 23.5247
Si, 4.4259, 1.6264, 22.4592
Si, 3.4872, 7.9098, 14.0534
Si, 7.1261, 0.9426, 14.7047
B, 0.8798, 9.377, 22.5432
Si, 1.1737, 4.2935, 11.8921
Si, 6.2576, 8.9442, 15.3537
Si, 0.6786, 1.3504, 12.3086
Si, 8.6975, 5.0216, 20.5535
Si, 0.3267, 5.6987, 9.3642
Si, 5.0747, 3.0804, 17.9624
Si, 0.8772, 3.7087, 16.7766
Si, 10.4022, 2.8028, 19.2987
Si, 5.2775, 1.1732, 10.3473
Si, 0.8528, 0.096, 20.0393
Si, 6.6476, 9.4488, 10.8789
Si, 9.3376, 9.6589, 18.3928
Si, 9.3858, 9.2395, 12.6114
Si, 6.5788, 3.8968, 22.5845
Si, 2.4359, 8.0639, 9.3835
Si, 10.5796, 7.3519, 17.1009
Si, 2.503, 6.2694, 16.601
Si, 10.1754, 4.4666, 14.2102
Si, 6.1171, 9.1585, 18.5508
Si, 7.9661, 2.5609, 9.5835
Si, 8.8783, 2.1182, 12.4681
Si, 5.3332, 6.2106, 18.0917
Si, 3.8799, 0.521, 19.5072
Si, 4.2729, 3.8254, 12.0614
Si, 5.5418, 6.5905, 12.1546
Si, 8.0087, 2.4795, 17.2763
Si, 4.3591, 2.4588, 14.9781
Si, 1.5468, 1.1867, 15.2661
Si, 1.568, 9.398, 12.0622
Si, 8.0487, 6.8339, 13.8937
Si, 10.3742, 9.8273, 15.5325
Si, 9.9226, 7.1438, 22.5261
Si, 8.118, 5.469, 17.4502
O, 6.0416, 7.9493, 11.3043
O, 5.9979, 9.1706, 16.9269
O, 7.6964, 1.3307, 13.2291
O, 0.8982, 1.7286, 13.8759
O, 9.4289, 6.2312, 16.8794
O, 6.7632, 6.1908, 13.1465
O, 5.1139, 4.6226, 18.6244
O, 9.2086, 2.1295, 18.342
O, 2.3214, 0.0574, 19.192
O, 9.4312, 10.2284, 16.8244
O, 2.7829, 4.4201, 11.7199
O, 5.0339, 10.2876, 19.126
O, 9.4282, 3.2234, 13.4976
O, 0.4177, 1.7132, 20.0485
O, 3.1611, 1.3287, 15.0554
O, 8.1953, 5.4031, 19.0578
O, 3.8931, 6.5665, 17.3985
O, 4.5627, 3.2568, 16.3972
O, 9.0569, 5.6402, 14.3238
O, 5.4851, 2.8075, 22.07
O, 10.6718, 4.1093, 15.7016
O, 0.3422, 3.7996, 18.3105
O, 10.3944, 10.4687, 19.3217
O, 9.6299, 10.0191, 14.0685
O, 11.0077, 8.2327, 22.0994
O, 1.2084, 2.1354, 16.5336
O, 9.754, 3.7719, 20.4467
O, 8.1416, 4.0072, 16.7394
O, -0.0465, 9.0948, 11.9423
O, 6.5623, 2.383, 18.028
O, 5.5817, 10.7091, 11.1964
O, 7.7289, 9.5638, 18.8663
O, 10.0307, 1.0026, 12.0695
O, 1.314, 6.9447, 9.0743
O, 0.6175, 4.751, 13.3611
O, 5.6911, 7.5884, 19.0052
O, 5.2323, 5.0744, 11.5342
O, 2.709, 6.9628, 15.1337
O, 0.9077, 2.7278, 11.4763
O, 0.8646, 10.6623, 15.552
O, 2.3933, 8.5739, 10.9209
O, 4.6964, 2.4223, 11.2723
O, 4.2455, 3.4897, 13.6874
O, 2.1836, 4.6623, 16.5109
O, 10.6926, 8.2371, 15.7204
O, 6.9215, 10.2761, 14.7148
O, 2.3455, 8.935, 13.4377
O, 8.0331, 1.5094, 15.9482
O, 4.1264, 6.9797, 12.8736
O, 4.1383, 1.9588, 18.7087
O, 7.3544, 4.5248, 21.3173
O, 8.3979, 2.8929, 11.1172
O, 1.1734, 6.8511, 17.3727
O, 5.6646, 1.5732, 14.7606
O, 8.1261, 9.7419, 11.6182
O, 9.3226, 6.3612, 21.2127
O, 8.9591, 7.7057, 12.8896
O, 1.6543, 0.1038, 11.8876
O, 6.6444, 6.1145, 17.0931
O, 7.3857, 7.7795, 15.0631
O, 1.1913, 10.2575, 21.396
O, 10.0113, 8.1704, 18.3757
O, 3.9889, 0.8685, 21.0976
O, 0.3329, 5.3152, 10.933
O, 6.693, 1.5605, 9.6332
O, 4.775, 8.6894, 14.6978

Results
free energy: -135249.293 eV
free energy less fixed offsets of B -154.04, O -568.88, Si -635.61 eV per atom: 4.467 eV

Forces (eV/angstrom), in the order of the atoms: element, x, y, z
Si, -0.0045, 0, 0.0431
Si, 0.0022, 0.0057, 0.0188
Si, 0.0027, 0.0053, 0.0154
Si, -0.001, -0.0003, 0.0407
Si, -0.005, 0.002, 0.0235
Si, -0.0021, 0.0013, 0.0038
Si, -0.0094, 0.0035, 0.0205
Si, 0.0012, -0.0047, 0.0188
Si, -0.0089, 0.0035, -0.0037
Si, 0.0131, -0.0053, -0.0063
Si, -0.0005, -0.0036, -0.0026
Si, 0.0078, -0.0075, -0.009
Si, 0.0069, 0.001, -0.0184
Si, 0.0018, 0.0071, -0.0067
Si, -0.0018, -0.0055, -0.0186
Si, -0.0014, 0.0099, -0.009
Si, 0, 0.0092, -0.0028
Si, -0.0017, 0.0039, 0.0059
Si, -0.0022, -0.0053, 0.0029
Si, -0.0048, 0.0026, -0.0061
Si, -0.0038, -0.0057, 0.0108
Si, -0.0027, 0.0021, -0.0054
Si, -0.0072, -0.0017, 0.0007
Si, 0.0081, -0.0021, 0.0079
Si, 0.0009, -0.0017, 0.0055
Si, -0.0044, -0.0004, -0.0177
Si, 0.0037, -0.0017, -0.0113
Si, -0.0008, -0.0003, 0.0057
Si, -0.0008, -0.0033, -0.0037
Si, 0.002, 0.0066, 0.0046
Si, -0.0025, -0.0031, 0.0041
Si, 0.0057, 0.0007, -0.0142
Si, 0.0018, 0.0004, 0.0012
Si, -0.0009, 0.0052, 0
Si, -0.0022, 0.0008, -0.0005
Si, 0.0016, -0.0007, -0.0004
Si, -0.0031, -0.0017, 0.0008
Si, 0.0005, 0.0021, 0.0009
Si, 0.0008, 0.0019, 0.0007
Si, -0.0009, -0.0031, -0.0007
Si, 0.0014, 0.0006, 0.0011
Si, -0.0012, -0.0006, -0.0007
Si, 0.0002, -0.0017, -0.0005
Si, 0.0008, 0.0016, 0.0015
Si, -0.0008, 0.0001, -0.0008
Si, 0.0023, 0.0013, 0.0006
Si, -0.0002, -0.0001, 0.0017
Si, 0.0005, -0.0003, 0.0004
Si, -0.002, 0.0006, -0.0001
Si, 0.0006, 0.0025, -0.0002
Si, -0.0002, -0.0005, -0.0003
Si, 0.0006, -0.0004, 0.0002
Si, 0.0003, 0.0003, -0.001
Si, -0.0009, 0.0009, -0.0006
Si, -0.0004, -0.0004, 0.0004
Si, -0.0001, -0.0012, -0.0011
Si, 0.002, -0.001, -0.0005
Si, 0.0016, -0.0012, 0.0015
Si, -0.0032, 0.0012, -0.0024
Si, 0.0021, -0.0028, 0.0009
Si, 0.0015, 0.0023, 0.0009
Si, 0.0007, -0.0017, -0.0008
Si, 0.0045, -0.0021, -0.0001
Si, -0.0029, 0.0011, -0.0007
Si, 0.0037, 0.0099, 0.0074
Si, -0.0018, 0, -0.0058
Si, -0.0051, -0.0094, 0.0116
Si, 0.0022, 0.0066, -0.0046
Si, -0.0022, 0, -0.0024
Si, 0.0016, 0.0035, 0.0023
Si, -0.0043, -0.0027, -0.0057
Si, 0.0021, -0.0011, 0.0074
Si, 0.002, 0.0002, -0.0066
Si, -0.0002, 0, 0.0071
Si, 0.0009, 0.0007, -0.0003
Si, -0.0008, -0.0001, 0.0009
Si, 0.0014, 0.0048, 0.0029
Si, -0.0001, -0.001, -0.0033
Si, 0.0008, 0.005, 0.0058
Si, -0.0031, -0.0028, -0.0021
Si, -0.0033, 0.0047, 0.0009
Si, 0.0007, -0.0009, -0.0003
Si, 0.0031, -0.0046, 0.0022
Si, -0.002, 0.0005, 0.0006
Si, 0.0009, -0.0014, 0.0018
Si, -0.0011, 0.0015, 0.0032
Si, -0.0001, -0.0002, 0.001
Si, 0.004, -0.0021, 0.004
Si, -0.0017, -0.0015, -0.0116
Si, 0.0035, 0, -0.0077
Si, 0.0016, -0.0034, -0.0093
Si, -0.0008, 0.0018, -0.0052
Si, -0.0005, 0.0003, -0.0023
Si, 0.0004, 0.0039, -0.0058
Si, -0.0024, 0.0026, -0.0064
Si, 0.0002, -0.0002, -0.0095
O, -0.0073, -0.0078, 0.0028
O, -0.0015, -0.003, 0.005
O, -0.0091, 0.007, -0.0384
O, 0.0064, -0.0009, 0.0017
O, 0.004, 0.002, 0.0043
O, 0.0048, 0.0026, 0
O, -0.0014, -0.0018, -0.0081
O, 0.0027, -0.0022, -0.01
O, -0.002, 0.001, 0.0019
O, -0.0007, 0.0019, 0.0029
O, 0.0017, -0.0008, 0.0029
O, 0.0014, -0.0036, 0.0037
O, 0.001, -0.0025, 0.0022
O, 0.0021, 0.0002, 0.0072
O, -0.0003, 0, 0.0073
O, -0.0028, 0.0018, 0.0045
O, -0.0063, 0.0055, -0.0115
O, -0.0028, 0.0018, -0.0068
O, -0.001, 0.0021, -0.0047
O, 0.0009, -0.0005, -0.0048
O, 0.0037, -0.0048, -0.0062
O, -0.0125, 0.0067, -0.0059
O, 0.003, -0.0012, -0.0048
O, 0.017, -0.0196, -0.0157
Si, -0.0008, 0.0007, 0.0031
Si, -0.0004, 0.0002, 0.0005
Si, -0.0002, 0, 0.0011
B, 0.0069, -0.0092, 0.003
Si, -0.0005, 0.0007, -0.0016
Si, -0.0001, -0.0003, 0.0022
Si, -0.0004, -0.0005, -0.0009
Si, -0.0019, 0.0001, 0.0027
Si, -0.0013, -0.0004, 0.0001
Si, 0.0001, -0.0003, 0.0039
Si, -0.0006, -0.0003, 0.0033
Si, -0.0008, 0.0008, 0.0027
Si, -0.0009, -0.001, -0.003
Si, 0.0024, -0.0019, 0.0044
Si, 0.001, 0.0013, -0.0037
Si, -0.0006, -0.0009, 0.0026
Si, -0.0005, 0.0001, -0.0014
Si, 0.0032, -0.0019, 0.0033
Si, 0.0012, 0.002, -0.002
Si, 0.0004, -0.0002, 0.0033
Si, 0, -0.0003, 0.0032
Si, 0.0002, -0.0006, 0.0008
Si, -0.0007, 0.0004, 0.0028
Si, 0.0024, 0.0007, -0.0009
Si, -0.0002, 0.0002, -0.002
Si, -0.0005, -0.0003, 0.0034
Si, 0.0004, 0.0003, 0.0055
Si, -0.0005, -0.0006, -0.0017
Si, 0.0001, -0.0001, -0.0015
Si, 0.0003, -0.0005, 0.0038
Si, -0.0002, -0.0003, 0.0018
Si, -0.0002, 0, 0.0024
Si, 0.0002, -0.0008, -0.0021
Si, 0.0001, -0.0002, 0.0008
Si, 0.0001, -0.0002, 0.0016
Si, 0.0008, 0.0002, 0.0056
Si, 0.0003, -0.0003, 0.0052
O, -0.0005, -0.0013, 0.0012
O, 0, -0.0002, -0.0006
O, -0.0006, -0.0005, 0.0009
O, 0.0001, 0, 0.0003
O, -0.0003, 0, -0.002
O, 0, -0.0002, -0.0002
O, 0, 0.0002, -0.0018
O, 0.0003, -0.0002, -0.0014
O, -0.0009, 0.0002, -0.0028
O, -0.0005, 0.0001, -0.0003
O, 0.0006, -0.0007, 0.0009
O, 0.0002, -0.0005, -0.0016
O, 0.0001, -0.0002, 0.0005
O, 0.0004, -0.0003, -0.0009
O, -0.0002, -0.0002, -0.0014
O, 0.0002, -0.0005, -0.002
O, 0.0006, -0.0001, -0.0016
O, 0.0002, 0.0004, -0.0008
O, -0.0003, -0.0003, -0.0006
O, -0.001, 0.0011, -0.001
O, 0.0005, -0.0002, -0.0007
O, -0.0003, -0.0005, -0.001
O, 0.0008, 0.0006, -0.0009
O, 0, -0.0004, 0.0002
O, 0.0033, 0.0106, 0.0039
O, 0, 0.0001, -0.0016
O, -0.0002, -0.0005, -0.0012
O, -0.0001, -0.0001, -0.002
O, -0.0006, -0.0001, 0.0008
O, -0.0002, 0.0001, -0.0018
O, -0.0001, -0.0003, 0.0008
O, 0.0006, -0.0001, -0.0013
O, 0.0001, -0.0004, 0.0007
O, 0.0003, -0.0006, 0
O, -0.0005, -0.0002, 0.0004
O, 0, -0.0003, -0.0012
O, 0.0001, 0, 0.0007
O, -0.0002, -0.0007, -0.0005
O, -0.0001, -0.0005, 0.0006
O, 0.0003, -0.0002, -0.0015
O, -0.0008, 0.0004, 0.0022
O, 0, 0.0012, 0.0015
O, 0.0001, -0.0003, 0.0004
O, 0.0001, 0, -0.0018
O, 0, -0.0006, -0.0012
O, -0.0002, -0.0004, -0.0008
O, 0.0003, -0.0006, 0.0005
O, 0.0001, 0.0003, -0.0007
O, -0.0002, -0.0001, 0.0004
O, -0.0001, -0.0003, -0.0023
O, 0.0008, 0.0022, -0.0032
O, 0, -0.0002, 0.0021
O, -0.0005, 0, -0.0015
O, 0, -0.0006, -0.0008
O, 0.0007, -0.0002, 0.0017
O, -0.0009, -0.0011, -0.0044
O, -0.0002, -0.0006, 0.0003
O, 0, 0.0004, 0.0004
O, -0.0006, 0, -0.0019
O, -0.0005, 0.0001, -0.0007
O, -0.004, 0.0003, 0.004
O, -0.0002, 0, -0.0015
O, -0.0004, -0.0006, -0.0032
O, 0.0008, -0.0004, 0.0016
O, -0.0005, -0.0004, 0.0005
O, 0.0002, -0.0002, -0.0007

The program warned: the cutoff lies below the one the program advises for these potential files; the forces do not sum to zero within the program's tolerance; the exchange-correlation potential is rough where the density is thin.
